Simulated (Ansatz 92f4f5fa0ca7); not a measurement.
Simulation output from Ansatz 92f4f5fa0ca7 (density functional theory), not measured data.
Periodic cell of 240 atoms, Si143O91B6, from a study of silicon, its oxide and their interface. The atomic structure is a simulated model.
Doubt: the cutoff is far below the 930 eV that the study's wrapper takes by default for these files, so forces and energies are approximate.
This geometry differs little from another in the collection (a relaxation step or a small displacement).

Settings: functional PBE; potential files Ansatz PAW; basis plane waves; wave-function cutoff 580 eV; density cutoff ratio 5; exchange-correlation grid ratio 1; k mesh 1 x 1 x 1, Gamma-centred; self-consistency stop 5e-08 eV per atom in the density residual; occupations fixed; spin none; net charge 0.

Cell vectors (angstrom)
a 11.6015 0 0
b 0 10.938 0
c 0 0 31.7805

Atoms and the computed forces on them: element, x, y, z (angstrom), force x, y, z (eV/angstrom)
Si 0.5147 0.018 23.3161 -0.0102 0.0388 0.1002
B 3.7875 0.3077 23.7836 0.0067 0.0339 0.015
Si 7.8522 0.0403 23.2359 0.0178 0.0045 0.0127
B 2.2818 0.9417 23.8032 -0.0418 -0.0543 0.0006
Si 5.6004 1.1321 23.2931 0.0453 -0.0073 0.0317
Si 10.0052 1.2052 23.263 -0.0305 0.0251 0.0396
Si -0.0407 5.154 23.2233 0.0001 0.0126 -0.0115
B 3.7058 5.8266 23.4181 0.0181 0.0073 0.0597
Si 7.5309 5.4379 22.9192 0.0153 0.0053 0.019
Si 1.873 6.6416 22.977 -0.0498 -0.0683 0.01
Si 5.5159 6.7097 23.0728 0.0056 -0.0274 0.0474
Si 9.6227 6.4945 23.3266 -0.0137 -0.0004 -0.0257
Si 2.0921 2.5886 25.0011 -0.0281 0.0815 0.0042
Si 5.7249 2.7632 25.0337 -0.0183 0.0088 -0.021
Si 9.7282 2.7052 25.053 0.0208 -0.0173 -0.0158
Si 11.7341 3.8916 25.1482 -0.0109 -0.0185 -0.0091
Si 3.8292 4.2628 24.8514 0.0222 0.0151 -0.0396
Si 7.7249 3.9913 24.8613 -0.0144 0.0085 -0.0225
Si 2.0039 8.0783 24.9964 0.0396 0.0123 -0.0064
Si 5.7625 8.1868 24.987 0.0247 0.0016 -0.0305
Si 9.7038 8.1762 25.0076 0.0029 -0.0052 -0.016
Si 11.7056 9.4566 25.0924 0.0143 0.0021 -0.0073
Si 3.8604 9.6083 25.0064 -0.0353 -0.0414 0.0166
Si 7.7437 9.4864 25.0455 0.018 0.0185 -0.0138
Si 11.6285 -0.0201 26.957 -0.009 0.0071 -0.0274
Si 3.8791 -0.028 26.9957 -0.0238 0.0326 -0.0368
Si 7.7031 -0.012 26.9388 0.0148 0.003 0.0058
Si 1.9737 1.3327 27.0015 0.0348 -0.0413 -0.0378
Si 5.7709 1.3806 26.9588 -0.0022 -0.006 -0.0196
Si 9.6587 1.3224 26.9579 -0.0129 0.003 0.0026
Si 11.663 5.4442 26.9424 -0.0059 -0.004 -0.0047
Si 3.8961 5.4452 26.9391 -0.0118 0.0051 -0.0329
Si 7.7441 5.4236 26.8421 0.0022 -0.0014 0.0076
Si 1.988 6.8054 26.9709 0.0032 -0.007 -0.0087
Si 5.813 6.8221 26.9247 -0.0007 -0.0112 -0.0062
Si 9.7032 6.7939 26.93 -0.0042 -0.0037 0.0044
Si 1.9336 2.7345 28.8812 0.0185 0.0844 0.2079
Si 5.8008 2.7345 28.8812 -0.0349 -0.0077 0.178
Si 9.6679 2.7345 28.8812 0.0054 -0.0968 -0.0597
Si 0 4.1018 28.8812 0.0578 -0.045 0.0543
Si 3.8672 4.1018 28.8812 0.0721 -0.1587 -0.0427
Si 7.7343 4.1018 28.8812 -0.0102 -0.0135 -0.4394
Si 1.9336 8.2035 28.8812 0.0484 -0.0143 0.0046
Si 5.8008 8.2035 28.8812 0.0374 -0.1039 -0.0492
Si 9.6679 8.2035 28.8812 0.0185 -0.1513 -0.1917
Si 0 9.5708 28.8812 0.0501 -0.0424 0.096
Si 3.8672 9.5708 28.8812 0.0539 -0.269 0.3073
Si 7.7343 9.5708 28.8812 -0.1023 -0.025 -0.0388
Si 0 0 30.8148 0.0038 -0.0292 0.0007
Si 3.8672 0 30.8148 0.0001 0.005 0.0067
Si 7.7343 0 30.8148 0.0191 0.0309 0.0256
Si 1.9336 1.3673 30.8148 0.0225 -0.0751 0.0036
Si 5.8008 1.3673 30.8148 0.0236 -0.0267 0.0107
Si 9.6679 1.3673 30.8148 -0.0099 -0.0377 0.0369
Si 0 5.469 30.8148 0.0087 0.039 0.0368
Si 3.8672 5.469 30.8148 -0.0113 0.1028 0.0081
Si 7.7343 5.469 30.8148 -0.0054 0.1403 0.0254
Si 1.9336 6.8362 30.8148 0.0071 0.0489 -0.0936
Si 5.8008 6.8362 30.8148 -0.0027 -0.0893 -0.0414
Si 9.6679 6.8362 30.8148 -0.0056 -0.018 0.0039
Si 1.9336 2.7345 0.9679 -0.0036 0.1629 0.1091
Si 5.8008 2.7345 0.9679 0.0405 0.1837 -0.0895
Si 9.6679 2.7345 0.9679 -0.0728 0.2424 -0.0928
Si 0 4.1018 0.9679 -0.0744 0.0678 0.1369
Si 3.8672 4.1018 0.9679 0.0866 0.1102 0.1247
Si 7.7343 4.1018 0.9679 0.0064 0.0697 0.028
Si 1.9336 8.2035 0.9679 -0.0279 -0.1207 -0.2227
Si 5.8008 8.2035 0.9679 0.0697 -0.0385 0.2427
Si 9.6679 8.2035 0.9679 -0.0188 0 0.0567
Si 0 9.5708 0.9679 -0.0211 0.0323 -0.0704
Si 3.8672 9.5708 0.9679 0.0013 0.0792 0.1379
Si 7.7343 9.5708 0.9679 -0.0126 -0.0332 0.0032
Si 11.5643 0.0705 2.8384 -0.0005 0.0179 0.028
Si 3.8784 0.0592 2.8818 -0.0033 0.0058 0.0181
Si 7.7194 0.035 2.8758 0.0039 0.0121 0.0237
Si 1.9185 1.3973 2.9212 0.0001 0.0088 0.0426
Si 5.8052 1.4079 2.8962 -0.0004 -0.006 0.0176
Si 9.6358 1.4027 2.889 0.0003 -0.0034 0.0172
Si 11.5684 5.4462 2.9464 0.0182 0.0004 0.0057
Si 3.9002 5.4773 2.9375 -0.0103 0.0065 -0.0067
Si 7.7439 5.4656 2.9335 0.0027 0.001 0.0119
Si 1.923 6.805 2.8613 0.0034 0.0022 -0.0004
Si 5.8263 6.888 2.9747 -0.0061 -0.0079 -0.0029
Si 9.6604 6.8566 2.9199 -0.001 0.0002 0.0018
Si 1.9109 2.7587 4.9327 0.0194 0.0213 -0.0529
Si 5.8349 2.7175 4.8714 -0.0024 -0.0036 0.0038
Si 9.6627 2.573 4.9659 0.0128 -0.0248 0.0061
Si 11.5262 4.0835 4.9241 -0.0177 0.0074 0.0123
Si 3.8793 4.0879 4.8782 0.0003 -0.001 0.0135
Si 7.7743 4.0714 4.8768 -0.0081 -0.0023 0.0074
Si 1.9292 8.4357 4.5533 -0.0057 0.0157 0.0027
Si 5.8338 8.3201 4.9284 0.0064 -0.0037 0.0081
Si 9.6233 8.3232 4.7984 -0.0194 -0.0052 0.0173
Si 11.5528 9.7006 4.7641 0.0413 0.0105 -0.001
Si 3.8942 9.6956 4.8364 -0.0419 0.0159 0.0012
Si 7.7588 9.7833 4.9279 -0.0043 -0.0287 -0.0309
Si 11.695 0.2713 6.6776 -0.0771 0.0573 -0.0169
Si 3.6344 0.2094 6.7729 -0.0221 0.0673 -0.0293
B 8.0392 0.3945 6.2902 0.0364 0.0353 0.0119
B 1.8845 1.2419 6.2206 0.0345 -0.1376 -0.0333
Si 6.0956 1.2851 6.8062 0.0029 -0.0403 -0.0174
B 9.6365 0.9373 6.3172 0.015 0.0069 0.004
Si 11.5299 5.7585 6.6632 0.0076 -0.0045 -0.0107
Si 3.6775 5.6409 6.6662 0.0008 -0.0012 -0.0107
Si 7.7083 5.4876 6.8145 0.0054 -0.0066 0.0111
Si 1.8397 7.0752 6.3678 -0.0041 -0.0065 -0.0066
Si 5.7507 6.8911 6.8715 -0.0077 0.0035 -0.0074
Si 9.5082 7.0767 6.8052 -0.0069 0.004 0.0005
O 0.3337 5.0964 8.1493 -0.0067 -0.002 -0.0003
O 5.8742 7.9131 8.2181 0.0019 -0.0011 0.0026
O 7.8407 4.4281 8.1399 -0.015 0.0078 -0.0049
O 6.1974 2.2736 8.1519 0.0213 0.0387 0.0104
O 3.133 4.8956 8.0952 -0.0011 -0.0031 0.0004
O 3.1943 10.2635 8.1472 -0.0095 -0.0176 0.0022
O 1.8472 7.9846 7.7546 -0.003 0.0063 0.0014
O 9.2696 8.2781 8.0018 0 -0.0032 0.0023
O 0.4966 10.2822 8.0391 0.0139 -0.0103 -0.0022
O 11.2737 4.243 21.8457 0.0019 -0.0088 -0.0187
O 7.6293 5.1101 21.2581 -0.0049 -0.0088 -0.0438
O 8.1502 10.1822 21.7941 -0.0083 -0.0132 -0.0379
O 10.1442 1.8388 21.7357 0.0009 0.0057 -0.0488
O 10.0906 6.8041 21.7616 -0.0186 0.0116 -0.0385
O 1.5628 7.6376 21.6485 0.0015 0.0213 -0.0115
O 5.7029 7.5874 21.6547 -0.0036 0.0034 -0.0222
O 5.4488 2.0001 21.8909 -0.0084 -0.0009 -0.0097
O 0.6557 10.1531 21.8798 0.0086 -0.0373 -0.0733
Si 1.8235 9.4165 8.5144 0.0027 0.0116 -0.0245
Si 3.9661 5.236 9.4587 0.0013 -0.0038 -0.0124
Si 5.3303 7.7771 9.7606 -0.0004 -0.0051 -0.0079
Si 11.5418 0.5401 13.8439 -0.0003 0.002 -0.0095
Si 0.8402 2.6879 18.2923 -0.0044 0.0029 0.0084
Si 7.7146 6.7487 11.4789 -0.0024 -0.0026 -0.0064
Si 8.3611 4.4277 16.7926 -0.0097 -0.0016 -0.0055
Si 9.8078 8.2889 9.5601 -0.0033 -0.0048 -0.0138
Si 2.5061 3.7128 11.7802 -0.0019 0.0022 -0.0092
Si 10.1385 11.1346 10.9836 -0.0018 0.0019 -0.0115
Si 4.9592 1.0987 15.4546 -0.0048 0.0011 -0.0017
Si 11.3651 3.0706 11.0599 -0.0033 -0.0039 -0.0155
Si 0.0841 5.7077 9.6336 -0.0032 0.0024 -0.0114
Si 6.0283 3.7782 14.6824 -0.0018 0.0007 -0.009
Si 6.6409 3.6342 8.9403 -0.0229 -0.0119 -0.0224
Si 2.9611 1.1116 13.0587 -0.001 0.0026 -0.0058
Si 11.777 4.5703 13.4989 -0.0023 0.0025 -0.0069
Si 8.2102 8.774 13.7124 0.0031 -0.0024 -0.0099
Si 7.5995 0.6201 12.2483 -0.0003 0.0011 -0.0085
Si 9.75 7.4429 20.3285 0.0053 -0.0299 0.0741
Si 7.7108 10.4649 20.2443 0.0031 0.0131 0.0304
Si 1.5842 7.7589 11.1691 -0.0054 -0.0073 -0.0102
Si 11.1532 7.5507 13.4128 -0.0044 -0.0014 -0.0077
Si 6.5175 7.9387 20.2922 0.0028 -0.0053 0.0214
Si 3.9114 5.7149 15.5717 -0.0012 -0.0041 -0.0099
Si 5.8612 1.9375 20.3264 0.007 0.006 0.0123
Si 10.6133 3.1224 20.8578 -0.0115 0.0099 0.0291
Si 0.7904 8.8821 20.8816 -0.0083 -0.0023 0.0208
Si 1.3018 9.0311 15.2868 -0.0018 0.0004 -0.0158
Si 2.4657 9.1804 18.2105 0.0089 -0.0036 0.0013
Si 0.8764 5.1806 16.408 0.0008 -0.0067 -0.0088
Si 9.034 9.9156 17.671 -0.004 0.0074 -0.0065
Si 10.2009 1.6923 16.3541 0.001 0.0018 -0.0027
Si 3.6471 8.1219 13.5646 -0.0042 0.0005 -0.0083
Si 4.8701 10.1049 11.8129 -0.0046 0.0026 -0.0094
Si 3.653 1.1511 18.2185 -0.0038 0.0137 0.0136
Si 4.848 7.3413 17.8345 -0.0019 -0.0032 -0.0043
Si 10.1212 6.8448 17.4486 0.0027 -0.001 -0.011
Si 7.3626 3.6888 11.9834 -0.0103 0.0069 -0.0042
Si 7.7762 4.1849 19.8844 0.0019 0.0071 0.0319
Si 6.5098 9.3877 16.1684 -0.0042 -0.0011 -0.0119
O 8.1478 7.7622 20.3398 -0.008 0.002 -0.0114
O 10.3403 9.764 10.0792 0.0007 -0.001 -0.0023
O 1.3827 2.9876 10.8264 0.0001 -0.0007 0.005
O 1.0399 4.1797 17.6777 -0.0017 0.0008 -0.0062
O 9.7753 8.4694 17.3076 -0.002 -0.003 0.0004
O 7.9082 2.2226 12.6169 -0.0014 -0.0031 0.0016
O 6.3731 9.5374 19.9825 -0.0029 -0.0092 -0.0104
O 7.4948 7.6 12.8429 -0.0003 -0.0014 -0.0048
O 3.4372 -0.0304 11.9673 0.0058 -0.005 -0.0028
O 10.6166 1.5374 14.7672 -0.0025 -0.0008 0.0035
O 8.7639 7.6575 10.6265 -0.0027 -0.0014 0.0036
O 8.0315 10.3662 13.3135 -0.002 -0.0008 0.0007
O 0.3643 10.282 14.8597 -0.002 0.001 0.0017
O 9.0216 10.2494 19.279 -0.0033 -0.0018 -0.0167
O 4.1812 6.8461 14.4191 0.0001 -0.0005 0.0032
O 9.2529 3.521 20.055 -0.0028 0.0007 -0.0117
O 10.8733 4.4733 10.3542 -0.002 -0.0032 0.0011
O 4.4675 1.653 16.9022 -0.0068 -0.0054 -0.0039
O 2.8242 7.6547 12.2298 -0.0001 0.0018 0.0045
O 11.7844 4.3901 15.1294 -0.0005 0.0009 -0.0003
O 9.7929 8.3738 13.7301 -0.0042 -0.0004 0.0001
O 2.3262 5.6681 15.8805 -0.0026 0.001 0.0011
O 4.5301 4.3159 15.0358 -0.002 0.0015 -0.0016
O 1.3879 6.2431 10.4979 -0.0006 0.0035 0.001
O 10.9072 8.5869 20.2548 0.0229 0.0054 0.0108
O 0.5419 7.7078 14.7004 -0.001 -0.002 0.0007
O 9.9816 6.4645 19.0403 -0.0013 0.01 -0.0073
O 6.3143 6.8495 10.6699 0.0023 0.001 0.003
O 7.5131 8.6109 15.1629 -0.0025 0.0017 0.0068
O 7.4352 9.8514 17.4029 0.0047 -0.0016 -0.0005
O 7.2013 1.0508 20.0688 -0.003 -0.0026 -0.0144
O 11.5454 1.8271 17.254 -0.0045 -0.0015 -0.0047
O 9.2327 3.0161 16.6108 -0.0027 0.0002 -0.0039
O 11.0468 3.3373 12.6693 -0.0016 0.0014 -0.0015
O 2.7516 9.0804 14.5421 0.0007 0.001 -0.0018
O 6.0241 0.3248 11.9227 -0.0038 -0.0015 -0.0005
O 6.2659 4.1437 13.1052 0.0028 -0.0029 -0.0043
O 5.059 9.2578 10.4147 -0.002 -0.0008 0.0061
O 1.494 9.0185 16.9004 0.0027 -0.0022 0.011
O 6.3404 3.4082 19.8796 0.0029 -0.002 -0.0115
O 5.4572 4.7333 9.0424 0.0154 -0.0157 0.0017
O 0.1544 2.7435 19.7641 0.0025 -0.0038 -0.0204
O 4.6643 5.9671 16.9986 -0.0031 0.0034 0.0041
O 5.7663 10.6427 15.4945 -0.0026 0.0015 0.002
O 6.9817 3.2022 10.4729 0.0017 0.0069 0.0072
O 5.3689 8.42 16.75 -0.003 -0.0015 0.0008
O 8.5124 11.2776 10.9285 -0.0013 -0.0003 0.0035
O 9.191 5.8337 16.5408 -0.0016 -0.0001 0.0039
O 10.9408 7.1344 9.4766 0.0006 0.0066 0.0019
O 3.3792 10.5059 18.0099 -0.0032 -0.001 -0.0063
O 7.7912 4.6512 18.3106 0.0001 0.0018 -0.0106
O 3.9738 6.864 9.6797 -0.0011 0.0034 0.0054
O 7.1783 4.4051 15.6613 0.0034 0.0001 0.004
O 10.7331 1.6694 10.4735 0.0015 0.0015 0.0019
O 0.255 8.1427 12.0627 0.002 -0.0003 -0.0018
O 3.4106 2.573 12.5007 -0.0027 0.0005 0.0004
O 1.3437 1.1603 13.2714 -0.0027 -0.0013 -0.0007
O 10.9391 5.9454 13.1889 0.0017 -0.0016 0.0008
O 8.1367 5.1632 11.7299 -0.0056 0.005 0.0019
O 4.5736 1.4017 19.5228 -0.0068 -0.0043 -0.0228
O 6.0227 2.1636 14.8512 -0.0022 0.0005 0.0009
O 2.2828 1.976 18.4405 0.0094 -0.0077 -0.0103
O 4.9214 9.0161 13.046 -0.0011 -0.0002 -0.002
O 5.8839 7.075 19.0617 0.0059 0.0061 -0.0012
O 3.4094 7.8636 18.3905 -0.0083 0.007 -0.0045
O 0.0363 6.4624 16.9811 -0.0138 0.0047 0.0043
O 9.5735 0.2453 16.8068 -0.0041 -0.0056 -0.0008
O 3.5377 4.514 10.8332 0.0006 -0.0003 0.0037
O 1.7252 4.6208 12.9183 -0.0031 -0.0028 -0.0004
O 10.7229 0.0358 12.512 -0.0011 0.0011 0.0021
O 3.6615 0.8993 14.5033 0.0024 -0.0017 0.0024
O 1.6466 9.3531 19.587 -0.0218 -0.0004 -0.0145
O 1.7791 8.9938 10.103 -0.0008 -0.0056 0.0183

Results
free energy: -143584.306 eV
free energy less fixed offsets of B -154.04, O -568.88, Si -635.61 eV per atom: 0.244 eV

The program warned: the cutoff lies below the one the program advises for these potential files; the exchange-correlation potential is rough where the density is thin.
